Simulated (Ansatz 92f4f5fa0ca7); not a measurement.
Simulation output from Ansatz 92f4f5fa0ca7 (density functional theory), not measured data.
Periodic cell of 222 atoms, Si134O80N8, from a study of silicon, its oxide and their interface. The atomic structure is a simulated model.
Doubt: the cutoff is far below the 930 eV that the study's wrapper takes by default for these files, so forces and energies are approximate.
This geometry differs little from another in the collection (a relaxation step or a small displacement).

Settings: functional PBE; potential files Ansatz PAW; basis plane waves; wave-function cutoff 580 eV; density cutoff ratio 5; exchange-correlation grid ratio 1; k mesh 1 x 1 x 1, Gamma-centred; self-consistency stop 5e-08 eV per atom in the density residual; occupations fixed; spin none; net charge 0.

Cell vectors (angstrom)
a, 10.938, 0, 0
b, 0, 10.938, 0
c, 0, 0, 31.7494

Atoms and the computed forces on them: element, x, y, z (angstrom), force x, y, z (eV/angstrom)
Si, 0.2738, -0.5091, 24.2454, -0.0433, 0.0179, 0.1362
Si, 5.7627, -0.1926, 24.2065, 0.0036, 0.0405, 0.0844
Si, 2.6822, 2.9844, 24.3764, 0.0658, -0.0214, 0.1087
Si, 8.1026, 3.2865, 24.0751, -0.1152, 0.0636, -0.0506
Si, 0.3075, 5.1066, 24.4821, -0.0735, 0.0306, 0.1553
Si, 6.0965, 5.3723, 24.1737, 0.0247, -0.1308, -0.1055
Si, 2.4347, 8.0364, 24.2634, -0.0022, -0.0016, 0.1299
Si, 8.095, 8.5652, 24.2066, 0.0462, -0.0348, 0.0451
Si, 1.4211, 1.2946, 25.4776, -0.0069, -0.0311, -0.043
Si, 6.8445, 1.5451, 25.4732, 0.0777, -0.0199, 0.0074
Si, 4.3876, 4.1259, 25.5799, -0.0617, 0.0607, 0.0299
Si, 9.6379, 3.9707, 25.6813, 0.0773, 0.0617, -0.0292
Si, 1.3609, 6.7182, 25.8315, 0.003, -0.0114, -0.0784
Si, 6.9454, 6.9826, 25.5755, 0.0325, 0.0221, 0.0333
Si, 4.1611, 9.4249, 25.4291, -0.0023, -0.0401, -0.0614
Si, 9.5967, 9.5867, 25.7063, 0.0134, 0.0034, -0.0428
Si, 2.794, -0.0863, 26.8632, -0.0247, 0.0145, 0.0292
Si, 8.1925, 0.1041, 26.9211, -0.0363, -0.0102, 0.0144
Si, 0.0797, 2.6078, 26.9741, -0.0489, -0.0409, 0.0256
Si, 5.5015, 2.6916, 27.0054, -0.0221, -0.0181, 0.003
Si, 2.882, 5.3966, 26.9937, -0.0129, -0.0231, -0.0066
Si, 8.2323, 5.4583, 26.9282, 0.0092, 0.0254, 0.0457
Si, -0.0146, 8.1758, 27.0463, -0.0004, 0.0149, -0.0313
Si, 5.4833, 8.2006, 26.9544, -0.0502, -0.029, 0.0405
Si, 4.1018, 1.3673, 28.3312, -0.197, -0.5017, -0.2059
Si, 9.5708, 1.3673, 28.3312, 0.0825, -0.116, 0.3144
Si, 1.3673, 4.1018, 28.3312, 0.4304, -0.3826, -0.1801
Si, 6.8362, 4.1018, 28.3312, 0.168, 0.1088, -0.0261
Si, 4.1018, 6.8362, 28.3312, 0.3515, 0.1025, 0.3095
Si, 9.5708, 6.8362, 28.3312, -0.2926, -0.3791, 0.4154
Si, 1.3673, 9.5708, 28.3312, 0.2385, 0.0719, -0.1082
Si, 6.8362, 9.5708, 28.3312, 0.0044, 0.4345, -0.3209
Si, 0, 0, 29.6984, -0.0486, 0.022, -0.0104
Si, 5.469, 0, 29.6984, -0.0358, -0.0141, 0.0033
Si, 2.7345, 2.7345, 29.6984, -0.1595, -0.0278, 0.0151
Si, 8.2035, 2.7345, 29.6984, 0.1184, 0.155, -0.0109
Si, 0, 5.469, 29.6984, -0.0694, 0.0701, -0.0526
Si, 5.469, 5.469, 29.6984, 0.0372, 0.1058, 0.0175
Si, 2.7345, 8.2035, 29.6984, -0.0138, 0.0567, -0.0268
Si, 8.2035, 8.2035, 29.6984, 0.0345, -0.0125, -0.0314
Si, 1.3673, 1.3673, 31.0657, 0.0014, -0.0052, 0.0021
Si, 6.8362, 1.3673, 31.0657, -0.0097, -0.0166, -0.0245
Si, 4.1018, 4.1018, 31.0657, 0.043, -0.0367, -0.0218
Si, 9.5708, 4.1018, 31.0657, 0.0692, -0.0751, -0.0028
Si, 1.3673, 6.8362, 31.0657, 0.0414, -0.0355, -0.0243
Si, 6.8362, 6.8362, 31.0657, -0.0484, 0.0037, -0.001
Si, 4.1018, 9.5708, 31.0657, 0.0247, -0.0406, -0.0029
Si, 9.5708, 9.5708, 31.0657, 0.0873, -0.0414, -0.0204
Si, 2.7345, 0, 0.6835, -0.0345, -0.002, 0.0107
Si, 8.2035, 0, 0.6835, -0.0086, 0.0324, 0.0007
Si, 0, 2.7345, 0.6835, -0.0154, 0.0257, 0.0234
Si, 5.469, 2.7345, 0.6835, -0.0075, 0.0522, 0.0297
Si, 2.7345, 5.469, 0.6835, -0.0703, 0.0349, 0.0072
Si, 8.2035, 5.469, 0.6835, 0.0489, 0.0484, -0.0062
Si, 0, 8.2035, 0.6835, -0.0697, 0.0458, 0.0199
Si, 5.469, 8.2035, 0.6835, -0.0393, 0.0209, 0.023
Si, 4.1018, 1.3673, 2.0507, -0.0098, -0.0348, 0.0518
Si, 9.5708, 1.3673, 2.0507, 0.0155, -0.0853, -0.0139
Si, 1.3673, 4.1018, 2.0507, 0.0349, 0.004, -0.021
Si, 6.8362, 4.1018, 2.0507, 0.0485, 0.0314, 0.0075
Si, 4.1018, 6.8362, 2.0507, -0.0074, -0.0667, 0.012
Si, 9.5708, 6.8362, 2.0507, 0.0717, -0.0711, 0.0562
Si, 1.3673, 9.5708, 2.0507, 0.0094, -0.0285, 0.0217
Si, 6.8362, 9.5708, 2.0507, 0.0312, -0.047, -0.0056
Si, 0, 0, 3.418, -0.2202, 0.0033, -0.4973
Si, 5.469, 0, 3.418, 0.1128, 0.035, 0.3814
Si, 2.7345, 2.7345, 3.418, 0.0955, 0.3792, 0.0331
Si, 8.2035, 2.7345, 3.418, -0.2904, -0.0726, 0.1133
Si, 0, 5.469, 3.418, 0.0258, 0.0408, -0.3436
Si, 5.469, 5.469, 3.418, 0.0815, 0.1067, -0.0611
Si, 2.7345, 8.2035, 3.418, 0.0204, 0.0906, 0.0808
Si, 8.2035, 8.2035, 3.418, -0.5437, 0.1595, 0.2112
Si, 1.2999, 1.4122, 4.7171, 0.0048, -0.0154, 0.0022
Si, 6.7951, 1.4073, 4.862, -0.0077, -0.0196, -0.0181
Si, 4.1491, 4.115, 4.8093, 0.023, 0.0078, -0.0016
Si, 9.5269, 4.156, 4.7392, 0.0144, 0.0122, -0.012
Si, 1.3623, 6.8215, 4.7593, 0.0169, -0.0231, 0.0169
Si, 6.716, 6.9011, 4.8397, -0.0098, -0.0566, 0.0048
Si, 4.0787, 9.5938, 4.8223, -0.0349, 0.0117, 0.0064
Si, 9.5161, 9.6388, 4.7515, 0.045, -0.0082, 0.005
Si, 2.6524, 0.087, 6.0649, -0.0141, -0.0166, -0.0358
Si, 8.2055, 0.0459, 6.2259, -0.0384, -0.0105, 0.0053
Si, -0.0643, 2.7725, 6.0595, 0.0568, 0.014, 0.0402
Si, 5.4151, 2.7659, 6.3262, -0.0958, -0.0215, -0.0266
Si, 2.8112, 5.5282, 6.1368, 0.0727, 0.1172, 0.1178
Si, 8.1174, 5.4758, 6.0974, -0.0407, -0.0029, -0.0194
Si, -0.0857, 8.1975, 6.0088, 0.0027, -0.0114, -0.0239
Si, 5.313, 8.2272, 6.3669, 0.0742, 0.056, 0.0231
Si, 3.7352, 1.5544, 7.5467, -0.0009, 0.1106, -0.0404
Si, 9.3329, 1.7329, 7.5021, 0.0798, -0.0826, -0.0608
Si, 1.5944, 3.9103, 7.2568, 0.0337, -0.0299, -0.0786
Si, 7.0419, 4.0013, 7.5893, 0.029, -0.016, -0.0575
Si, 3.5772, 7.2065, 7.8006, -0.1267, -0.3336, -0.4731
Si, 9.2615, 7.0867, 7.3197, 0.1011, -0.0397, -0.0404
Si, 1.3581, 9.4943, 7.2624, 0.098, -0.0188, -0.1519
Si, 7.0222, 9.3775, 7.5106, -0.057, 0.0641, -0.1189
N, 7.7439, 4.9839, 23.4601, 0.0605, 0.0422, 0.0828
O, 1.5227, 9.3837, 24.0023, 0.0172, 0.0365, -0.0749
N, 10.036, 1.4564, 9.0797, 0.0432, 0.0029, 0.0894
N, 3.1029, 6.2634, 12.2249, -0.0305, 0.0196, 0.023
O, 9.0597, 3.2013, 13.9082, 0.0102, 0.0007, 0.0193
O, 8.0883, 8.1505, 7.6927, 0.0322, -0.0198, 0.0524
O, 1.5255, 4.0909, 23.981, 0.0055, 0.0107, -0.0837
O, 9.8365, 4.2493, 9.8392, -0.0014, 0.0022, 0.0039
O, 2.4928, 8.4218, 7.7481, -0.1345, 0.1401, 0.1012
O, 6.6993, 9.8498, 9.0685, 0.0167, 0.0186, 0.1164
O, 9.8079, 6.6246, 8.7931, -0.0259, 0.0065, 0.0069
O, 6.7566, 4.7366, 9.0682, -0.0223, 0.0255, 0.1211
O, 0.92, 4.9562, 8.3463, -0.0495, 0.0257, 0.0401
O, 7.9994, 3.4865, 20.2672, 0.0083, -0.0022, -0.0023
N, 5.6951, 2.9264, 21.7823, 0.0078, 0.0209, -0.0417
O, 3.278, 2.3881, 22.9697, 0.0041, -0.0179, -0.0516
O, 10.3964, -0.6963, 22.8011, -0.0316, -0.0542, -0.068
O, 9.4782, 11.7811, 19.2007, 0.0073, -0.0024, -0.0003
N, 8.8529, 7.9018, 22.7551, 0.0484, 0.0622, -0.0424
N, -0.3144, 5.7389, 22.9939, 0.0393, 0.0421, -0.0749
Si, 0.2747, 7.4127, 11.8705, 0.007, -0.0292, -0.0506
Si, -3.2108, 9.9084, 10.3461, 0.0093, 0.0161, -0.0385
Si, 7.7296, 5.0745, 20.0295, 0.0106, 0.0346, 0.0096
Si, 6.603, 0.306, 16.5553, 0.0028, 0.0043, -0.0108
Si, 8.9549, 6.1088, 22.5968, -0.0854, -0.0825, 0.0493
Si, 3.9536, 11.513, 10.4324, 0.0188, 0.0245, -0.0601
Si, 6.4724, 1.4264, 11.5111, 0.0004, -0.0133, -0.0353
Si, 6.3373, 9.1901, 18.3295, -0.0114, -0.0064, -0.0064
Si, 13.3465, 12.2481, 19.735, 0.0285, -0.0116, 0.0145
Si, -2.6698, 8.1474, 12.6493, -0.0019, 0.003, -0.022
Si, 2.0933, 6.3928, 13.6508, 0.0403, -0.0147, -0.0111
Si, 1.6462, 10.2861, 11.7655, -0.0112, 0.0227, -0.0136
Si, 6.5527, 6.215, 17.6395, -0.0088, -0.0024, 0.0059
Si, 0.2801, -0.8567, 16.4118, 0.0059, -0.0024, -0.0039
Si, 12.5678, 12.1267, 14.3352, 0.0199, -0.0017, 0.0048
Si, 9.9879, 2.0683, 13.2075, -0.0173, 0.002, -0.0446
Si, 13.4796, -2.753, 16.0506, 0.0017, -0.0011, -0.0032
Si, 3.1701, 3.8236, 14.6928, 0.0144, -0.0138, -0.0012
Si, 19.6736, 10.5859, 14.6489, -0.0066, 0.0038, -0.0111
Si, 5.1832, 4.5799, 21.5151, -0.0067, -0.0026, 0.0404
Si, 7.3297, 13.4102, 21.363, -0.0251, 0.0019, 0.035
Si, 10.3358, 2.7326, 10.2257, 0.0107, -0.0045, -0.0468
Si, 4.455, 1.7138, 22.0651, 0.0273, -0.0032, -0.0047
Si, 10.6946, 10.7215, 19.4805, -0.0008, -0.0131, 0.0047
Si, 15.4949, 5.4581, 12.6819, -0.0079, -0.0045, -0.0314
Si, 2.4624, 3.0457, 9.8894, -0.0211, -0.0044, -0.0423
Si, 10.0835, 8.8944, 21.8739, 0.0642, -0.0114, 0.0026
Si, 3.5978, 5.4332, 17.3289, 0.0064, 0.0012, 0.0027
Si, 10.8008, 5.5299, 9.4401, 0.0014, -0.03, -0.0538
Si, 0.987, 6.4716, 22.0494, -0.0174, 0.0044, -0.0056
Si, -4.3975, 4.2388, 10.6193, 0.0076, 0.0189, -0.0415
Si, 7.6269, 14.4836, 13.2178, -0.0048, -0.0031, -0.0371
Si, 7.8846, 11.4236, 19.2314, -0.0206, 0.0138, 0.0077
Si, 14.9204, -0.2534, 17.4888, -0.0046, 0.0079, 0.001
Si, 10.5318, -0.1121, 9.623, -0.0809, 0.0727, -0.0331
Si, -8.3365, 6.061, 10.5751, 0.0507, -0.0086, -0.0436
Si, 6.7451, 6.0934, 14.4692, -0.0017, -0.0051, -0.0047
Si, 13.2988, 4.4397, 19.9998, 0.0164, 0.0163, 0.0064
O, 9.696, 2.2807, 11.632, -0.0056, -0.0147, 0.0434
O, 3.7457, 4.4883, 20.8202, -0.0032, -0.0097, -0.0027
O, 2.0124, 11.011, 13.1871, -0.0036, -0.0007, 0.0064
O, 14.2701, -1.3799, 16.4812, -0.0005, -0.0024, 0.0046
O, 4.8581, -1.0795, 18.6238, 0.0029, -0.0039, -0.0017
O, 1.9027, 2.8765, 19.7947, 0.0026, -0.0066, -0.0033
O, 14.0214, 6.9451, 16.9624, 0.0005, -0.004, -0.003
O, 7.345, 8.7165, 11.4099, -0.0046, -0.0253, 0.0258
O, 5.0605, 5.4843, 22.8833, 0.0019, 0.0119, -0.0181
O, 4.9978, 11.5941, 16.5403, -0.0042, 0.0001, 0.0013
O, 0.5742, 2.2523, 13.6851, 0.0029, 0.002, -0.0004
O, 3.6749, 4.2877, 16.1684, -0.0027, 0.0065, 0.0016
O, -1.3591, 11.4973, 13.6173, -0.0014, -0.002, 0.0098
O, 6.8821, 6.4771, 16.0515, 0.001, 0.0013, 0.0053
O, 6.7891, 2.1481, 12.9416, 0.0008, 0.0096, 0.0136
O, 7.7699, 5.4341, 18.4294, -0.0054, 0.0035, 0.0015
N, 2.5776, 2.7414, 8.1796, -0.008, -0.0265, 0.0883
O, 0.3896, 11.0403, 11.0363, 0.0329, -0.0153, 0.0269
O, 3.6955, 12.087, 20.7331, -0.0428, -0.0175, -0.0312
O, 11.8982, 8.6143, 16.1368, -0.0002, -0.0015, 0.0027
O, 0.3618, -3.0727, 21.4955, -0.0198, -0.016, 0.0167
O, 6.9575, 9.6912, 23.7549, 0.028, -0.0139, -0.0737
O, 9.2741, 9.8017, 9.804, -0.0179, -0.0033, 0.0072
O, 6.7161, -1.322, 16.7905, -0.0013, -0.002, -0.0037
O, 3.3079, 2.0154, 10.8003, 0.0093, -0.0111, 0.0029
O, 2.7353, 7.6211, 14.5294, -0.009, 0.0094, -0.0067
O, 5.4002, 5.1771, 11.3166, -0.0089, 0.0069, 0.0318
O, -2.8011, 2.8027, 7.8511, -0.0788, 0.0722, 0.0433
O, 12.9336, 4.9341, 14.398, -0.0123, -0.0075, 0.0029
O, 4.2981, 0.6377, 8.8253, 0.0147, -0.0498, 0.0684
O, -1.2942, -3.1678, 11.8551, -0.0115, 0.0118, 0.0118
O, 7.6827, 11.3778, 11.0618, -0.0157, 0.016, 0.0119
O, 2.3087, 7.001, 22.9317, -0.0069, -0.0533, -0.063
O, 7.2404, 1.0408, 20.6177, -0.0049, 0.0058, -0.0027
O, -9.9626, 13.8498, 10.4835, 0.0102, -0.0015, 0.0097
O, 7.4647, 11.4752, 15.197, 0.0003, -0.0038, 0.0011
O, 6.9302, 4.4789, 14.3427, -0.0014, 0.0101, 0.0069
O, 2.5658, 5.0015, 18.498, 0.0048, -0.0088, 0.0149
O, 3.5064, 6.8433, 9.4131, 0.0231, 0.0229, 0.2716
O, 4.2418, 4.0322, 13.4622, -0.0084, -0.0053, 0.0128
O, 8.3041, 2.3764, 22.6942, 0.018, -0.004, -0.0369
O, 1.0826, 0.3752, 15.6521, -0.0072, -0.0033, 0.0003
O, 11.5514, -0.78, 8.5552, -0.0412, 0.0331, 0.0828
N, 0.855, 6.3686, 10.5882, 0.0087, 0.0341, 0.0857
O, 12.0232, 0.4408, 20.1879, -0.0046, 0.0038, -0.0042
O, 12.1536, 8.7402, 11.9212, 0.0022, -0.0098, 0.0011
O, 8.7887, 5.8994, 20.9615, -0.0216, -0.0113, -0.0694
O, 6.3613, 7.6019, 18.4609, 0.0018, -0.0067, -0.0065
O, 5.1464, 5.4333, 17.8316, -0.0057, 0.008, 0.0004
O, 7.8052, 6.8307, 13.477, -0.0036, -0.0026, 0.0093
O, 6.1825, 2.6424, 10.4422, 0.0089, -0.0112, 0.0087
O, 2.9373, 10.2927, 10.7676, -0.0208, -0.0065, 0.0286
O, 6.217, 5.3852, 20.5578, 0.0204, -0.0048, -0.0214
O, 13.7615, 13.1615, 14.7623, -0.0062, -0.0055, -0.0022
O, 5.1933, 11.3552, 11.4706, 0.0148, 0.0043, 0.0219
O, 9.6751, -0.8358, 15.8888, -0.0004, 0.0012, 0.0052
O, 5.1187, 11.3652, 22.8201, -0.0374, 0.0081, -0.0418
O, -3.1958, 4.3097, 11.7499, 0.0126, -0.0103, 0.0346
O, 13.8689, 11.6786, 18.267, -0.0058, -0.0035, -0.0048
O, 8.3023, 9.2929, 13.7918, 0.0005, 0.0005, 0.0038
O, 5.2849, 6.423, 13.8057, 0.0007, 0.0001, 0.0012
O, 7.4762, 9.835, 19.2943, 0.0039, -0.007, 0.0028
O, 7.2449, 12.0437, 17.8455, 0.0015, -0.0066, 0.0025
O, 11.2125, 10.2045, 18.0276, -0.0071, -0.002, -0.0085
O, 9.9493, -1.358, 20.3892, -0.0054, 0.0273, -0.0259
O, 2.9804, 4.5267, 10.2013, -0.0081, 0.0014, 0.0166
O, 1.3586, 5.4294, 20.8396, -0.0057, -0.0252, -0.006
O, 11.4746, 6.6775, 13.2969, -0.0043, 0.0046, 0.0184

Results
free energy: -133764.145 eV
free energy less fixed offsets of N -385.13, O -568.88, Si -635.61 eV per atom: -0.965 eV

The program warned: the cutoff lies below the one the program advises for these potential files; the forces do not sum to zero within the program's tolerance; the exchange-correlation potential is rough where the density is thin.
